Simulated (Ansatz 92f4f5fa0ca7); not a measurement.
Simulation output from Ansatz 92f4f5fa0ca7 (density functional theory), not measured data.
Periodic cell of 248 atoms, Si164O84, from a study of silicon, its oxide and their interface. The atomic structure is a simulated model.
Doubt: the cutoff is far below the 930 eV that the study's wrapper takes by default for these files, so forces and energies are approximate.
This geometry differs little from another in the collection (a relaxation step or a small displacement).

Settings: functional PBE; potential files Ansatz PAW; basis plane waves; wave-function cutoff 580 eV; density cutoff ratio 5; exchange-correlation grid ratio 1; k mesh 1 x 1 x 1, Gamma-centred; self-consistency stop 5e-08 eV per atom in the density residual; occupations fixed; spin none; net charge 0.

Cell vectors (angstrom)
a 10.938 0 0
b 0 10.938 0
c 0 0 37.7216

Atoms and the computed forces on them: element, x, y, z (angstrom), force x, y, z (eV/angstrom)
Si 0 0 0.683 0.0485 -0.0715 -0.0066
Si 5.469 0 0.683 0.008 -0.0189 0.0026
Si 2.7345 2.7345 0.683 0.0485 -0.0526 0.0047
Si 8.2035 2.7345 0.683 -0.0166 -0.0576 -0.0036
Si 0 5.469 0.683 -0.0237 -0.0149 -0.0017
Si 5.469 5.469 0.683 -0.0182 -0.0466 -0.0055
Si 2.7345 8.2035 0.683 -0.0632 0.0122 -0.0021
Si 8.2035 8.2035 0.683 0.0013 -0.0112 0.0016
Si 1.3673 1.3673 2.0503 0.0523 -0.0079 0.0145
Si 6.8362 1.3673 2.0503 0.1004 -0.0197 -0.0583
Si 4.1018 4.1018 2.0503 0.0817 0.038 0.0239
Si 9.5708 4.1018 2.0503 0.0895 0.0003 -0.0414
Si 1.3673 6.8362 2.0503 0.0171 0.0235 -0.008
Si 6.8362 6.8362 2.0503 0.0142 -0.0316 0.022
Si 4.1018 9.5708 2.0503 0.0441 0.0261 -0.0433
Si 9.5708 9.5708 2.0503 0.1027 -0.0275 0.01
Si 2.7345 0 35.6701 0.0326 0.0378 0.2253
Si 8.2035 0 35.6701 -0.0455 -0.0153 -0.2137
Si 0 2.7345 35.6701 -0.0713 -0.0039 -0.0827
Si 5.469 2.7345 35.6701 -0.0784 -0.038 0.0111
Si 2.7345 5.469 35.6701 -0.0627 0.0375 -0.1575
Si 8.2035 5.469 35.6701 -0.1256 -0.0284 0.2295
Si 0 8.2035 35.6701 -0.0774 -0.0159 0.0425
Si 5.469 8.2035 35.6701 -0.0994 -0.0074 -0.0607
Si 4.1018 1.3673 37.0374 -0.0184 0.0193 0.0133
Si 9.5708 1.3673 37.0374 -0.0129 0.0414 -0.0036
Si 1.3673 4.1018 37.0374 -0.0019 0.037 -0.0034
Si 6.8362 4.1018 37.0374 0.013 0.0532 0.0089
Si 4.1018 6.8362 37.0374 0.0194 0.025 0.0122
Si 9.5708 6.8362 37.0374 0.0287 0.0104 0.0014
Si 1.3673 9.5708 37.0374 0.0203 0.0331 -0.0136
Si 6.8362 9.5708 37.0374 -0.0216 0.0418 -0.0065
Si -0.5517 0.6079 27.4137 0.0231 -0.0231 -0.0125
Si 5.9112 -0.4322 27.688 -0.0071 0.0159 -0.0141
Si 2.2552 3.3252 27.7008 0.0129 -0.0225 -0.0088
Si 8.459 2.1002 27.5579 -0.0169 0.0206 -0.0082
Si -1.4699 3.9578 28.745 0.0025 0.0013 0.002
Si 5.0531 5.6742 27.7041 -0.0119 0.0101 -0.0024
Si 2.8371 7.8574 27.5399 0.0129 -0.0046 -0.0053
Si 7.6302 8.8048 27.3842 0.0011 -0.0046 0.0029
Si 1.239 1.4623 28.7421 -0.0031 -0.0002 0.0039
Si 6.8288 1.267 29.0348 0.0059 0.0041 0.0021
Si 3.9115 4.2075 29.1349 0.0036 0.0049 0.0004
Si 11.2584 4.9428 27.5769 -0.0133 0.0272 0.004
Si 1.2639 6.7187 28.8761 0.004 -0.0012 0.0034
Si 6.7888 6.9377 28.685 -0.0059 -0.0043 -0.0007
Si 4.0351 9.5306 28.7505 0.0037 -0.0032 -0.0027
Si 9.4698 9.6855 28.6607 -0.0111 -0.0052 -0.0005
Si 2.6592 0.0322 30.0552 -0.0046 0.002 -0.0022
Si 8.2408 -0.0479 30.3295 0.0014 -0.0007 -0.0066
Si -0.094 2.7231 30.2524 0.0003 -0.0031 -0.0009
Si 5.3993 2.7336 30.2284 -0.0046 -0.0007 -0.0005
Si 2.5916 5.5513 30.4556 -0.0059 0.0057 -0.0037
Si 8.1566 5.487 30.0311 -0.0013 -0.001 -0.0028
Si -0.1127 8.2393 30.041 0.0004 -0.0017 -0.0012
Si 5.4079 8.1953 30.191 -0.0024 -0.0014 -0.0061
Si 4.0249 1.339 31.538 0.0013 -0.0011 -0.0023
Si 9.5608 1.3544 31.6576 -0.0006 0.0002 0.0076
Si 1.2505 4.085 31.665 -0.0044 -0.0048 0.0069
Si 6.8089 4.1427 31.5047 0.0003 0.0003 -0.0039
Si 4.0733 6.8937 31.6554 0.0013 0.0005 0.0046
Si 9.5118 6.8418 31.4692 -0.0019 0.0021 0.0003
Si 1.3054 9.582 31.4516 -0.0003 0.0007 -0.0034
Si 6.796 9.5291 31.589 -0.0018 -0.0029 0.0054
Si 0.0017 -0.0302 32.946 0.0041 0.0001 0.0009
Si 5.4297 -0.004 32.9187 -0.0037 0.0014 -0.0009
Si 2.6892 2.7134 32.9452 0.0015 0.0002 0.0018
Si 8.1642 2.7674 32.9264 -0.0028 -0.0006 0.0002
Si -0.082 5.5107 32.945 -0.0045 -0.0008 0.0023
Si 5.4494 5.4681 32.9397 0.0026 0.0009 0.0012
Si 2.6792 8.2724 32.9295 -0.0045 0.0022 0.0018
Si 8.1672 8.1602 32.9246 0.0032 0.0001 -0.0002
Si 1.3567 1.3399 34.3169 -0.0006 0.0014 -0.0006
Si 6.8134 1.3686 34.2866 0.0003 -0.0025 0
Si 4.0856 4.0832 34.2956 -0.0002 0.0028 0.0005
Si 9.5416 4.1085 34.3106 0.0006 -0.0023 0
Si 1.3504 6.8455 34.2908 0.0027 -0.0037 0.0003
Si 6.8235 6.8134 34.3137 -0.0009 0.0016 0.0006
Si 4.084 9.5817 34.3085 0.0021 -0.0007 0.0015
Si 9.552 9.5394 34.2908 -0.001 0.0021 -0.0001
Si 2.7568 0.0115 3.4208 -0.0003 0.0001 0.0021
Si 8.2322 0.0172 3.411 0.0026 -0.0013 -0.0007
Si 0.0247 2.7521 3.4166 -0.0002 -0.0034 0.0004
Si 5.5022 2.7497 3.4147 0.0033 0.0038 -0.0009
Si 2.7466 5.48 3.4122 -0.0011 -0.0012 -0.0004
Si 8.2128 5.4635 3.4169 -0.0016 0.0004 0.0003
Si 0 8.1925 3.4308 -0.0007 0.0013 0.0004
Si 5.4709 8.2055 3.414 -0.003 -0.0008 0.0013
Si 4.1513 1.3872 4.7753 -0.0035 -0.0002 -0.0011
Si 9.6105 1.3855 4.782 -0.0036 -0.0024 0.0006
Si 1.4078 4.1087 4.7876 0.0003 0.003 0.0008
Si 6.8973 4.0785 4.8069 0.0007 -0.0056 0.0012
Si 4.1274 6.817 4.7899 0.0021 -0.0031 0.0032
Si 9.5861 6.7895 4.8068 0 0.0043 0.0021
Si 1.4044 9.5535 4.7719 0.0032 -0.0011 0.0019
Si 6.8791 9.5598 4.744 -0.0008 0.0027 -0.0014
Si 0.0679 0.024 6.104 0.0021 0.0034 -0.0077
Si 5.5605 0.0188 6.0947 0.0099 -0.0013 0.0018
Si 2.8303 2.7982 6.1477 0.0034 0.0054 -0.0056
Si 8.2903 2.7413 6.2136 0.0027 0.0047 -0.0008
Si 0.021 5.4092 6.1913 -0.0011 -0.0072 0.0024
Si 5.5204 5.4461 6.1433 -0.0027 0.0084 -0.0005
Si 2.7495 8.1686 6.1573 0.0065 0.0063 0.0029
Si 8.19 8.164 6.1289 0.0041 0.0012 -0.0048
Si 1.483 1.3973 7.4385 -0.0064 -0.0053 0.0012
Si 6.911 1.3593 7.5322 0.0023 0.0032 -0.0049
Si 4.1973 4.1436 7.5914 0.0058 0.0028 0.0012
Si 9.6716 4.0492 7.6751 -0.0029 0.0065 -0.0016
Si 1.3566 6.7907 7.5454 0.0046 0.01 0.0044
Si 6.8504 6.7803 7.5434 -0.004 0.0015 0.0173
Si 4.2188 9.5549 7.3964 -0.017 -0.0068 0.0081
Si 9.6039 9.5626 7.3813 0.0018 0.0006 0.001
Si 2.9164 0.0322 8.6982 0.0087 -0.0048 0.0073
Si 8.2019 -0.1621 8.8056 -0.0067 -0.0041 0.0031
Si 0.2464 2.6703 8.9928 0.0088 0.0095 -0.0088
Si 5.5997 2.7266 8.9376 -0.0115 -0.004 0.0016
Si 2.7843 5.5239 8.9707 0.0031 0.0097 -0.0272
Si 8.2817 5.501 8.9683 -0.0034 -0.0094 -0.0071
Si -0.0277 8.2461 8.8143 0.0188 -0.0005 0.0037
Si 5.4084 8.1525 8.8591 0.0475 0.0182 -0.0247
Si 4.0936 1.427 10.2123 -0.0008 0.0026 -0.0177
Si 10.5428 1.0299 10.5768 0.0079 -0.0136 0.0158
Si 1.884 3.789 10.2835 -0.0225 -0.0206 0.0535
Si 6.9878 4.0714 10.3195 0.0018 0.0043 0.0069
Si 3.6775 7.3208 10.2435 -0.0592 0.0302 0.0612
Si 9.365 7.1887 10.2631 -0.0134 0.005 0.0207
Si 1.5069 9.6139 9.9334 0.0303 -0.0236 -0.0068
Si 6.9896 9.2956 10.1263 -0.015 -0.0103 -0.0041
O 2.5333 8.4788 10.6321 -0.0056 -0.0012 -0.0253
O 8.2805 2.1882 13.6654 0.0096 0.006 -0.0005
O 2.9759 2.5895 10.6415 0.0171 -0.0123 -0.003
O -0.7384 6.6054 11.5835 -0.0049 0.0051 -0.0159
O 0.6633 10.7193 10.8919 -0.0121 0.0095 0.0013
O 6.2668 10.1388 11.3558 0.0067 -0.0031 0.0114
O 2.927 8.5759 14.8889 0.0006 0.0029 0.0037
O 8.1481 8.2429 10.723 0.0028 -0.0015 -0.008
O -1.83 0.4559 10.0545 0.0021 -0.0031 -0.0052
O -4.6147 6.6235 17.9974 0.0009 -0.0001 0.0014
O 8.0128 3.0849 11.1632 -0.0055 0.0011 -0.0041
O 10.2476 1.8222 11.9845 0.0123 -0.0025 0.0022
O -0.1286 0.5275 25.7879 -0.0038 0.0098 0.0271
O 2.0552 8.3747 26.1868 0.0012 0.0058 0.0146
O 10.547 5.4411 26.1555 0.0029 -0.0065 0.0203
O 3.9912 6.7747 27.0568 0.0043 0 0.0221
O 16.3715 4.6327 26.4748 0.0008 -0.0024 -0.0012
O 7.7323 2.0871 26.0322 0.0143 0.0047 0.0166
O 5.6182 11.2748 26.2371 0.0061 -0.0072 0.0139
O 3.7103 4.666 24.4854 0.0026 -0.002 0.0126
Si 4.9478 5.8553 17.4847 0.0024 0.0013 0.0029
Si 5.1906 12.1134 18.9402 -0.0004 0 0.0016
Si 0.1697 11.5197 18.743 0.0011 -0.0042 0.0003
Si 4.6375 -1.6829 21.0483 -0.0015 0.002 -0.0003
Si -0.2369 10.635 24.374 -0.0118 -0.0072 -0.0099
Si 9.0506 2.8518 12.4097 -0.0118 0.0041 -0.0068
Si 2.5729 12.7654 14.9922 -0.0012 0.008 0.0007
Si 0.7603 5.6079 15.3521 0.0006 -0.0029 -0.003
Si -0.0498 4.4449 22.4478 0.0052 -0.0033 0.0021
Si 7.1868 10.2246 20.2206 -0.0017 -0.0011 0.0033
Si 9.6518 8.7958 18.7919 0.0021 0.0042 0.0008
Si 2.5374 4.6787 18.9892 -0.0002 0.0009 0.0019
Si 2.4523 4.0704 13.1438 -0.01 -0.0032 -0.0069
Si 3.0098 10.1563 18.6061 0.0013 0.0027 0.0041
Si -3.8285 6.9561 14.2182 0.006 0.0078 -0.003
Si 6.5642 -0.6641 23.062 -0.0041 0.0028 0.0003
Si 10.1337 6.1654 24.7593 0.0035 0.0046 -0.0213
Si 1.6092 8.2452 24.6267 0.0114 -0.0134 -0.0027
Si 6.9795 1.4629 14.2892 -0.0011 -0.0063 0.0016
Si 3.0071 7.1777 22.2102 0.0037 -0.0013 0.0005
Si 3.6583 9.9706 14.4395 0.004 -0.0038 0.0049
Si 0.1863 1.4605 21.6992 0.0029 0.0034 0.0011
Si 5.0478 5.6267 12.4274 0.0005 0.0011 -0.0102
Si 13.6901 7.8265 16.3459 0.0018 0.0021 0.0017
Si 5.237 2.9736 16.4143 -0.0014 0.0022 0.0012
Si 11.599 6.7197 20.3784 -0.0024 0.0033 0.0002
Si 6.4033 1.4359 25.3077 -0.0061 -0.014 0.0004
Si 7.4325 7.478 17.1204 0.0018 0.0028 0.0021
Si 0.7362 14.043 16.9952 0.0005 -0.0015 0.0017
Si 3.0161 4.3416 23.0648 0.0021 -0.0034 -0.0049
Si 9.7354 5.8883 12.9909 -0.0057 0.0073 -0.0001
Si -7.8462 2.3691 21.0668 -0.0001 -0.0023 0.0057
Si 8.2145 8.6213 25.0162 -0.001 0.0067 0.0062
Si 4.4226 3.7051 25.5784 0.0002 0.0147 -0.0065
Si 6.5751 9.6681 15.3088 0.0036 -0.0039 -0.0074
Si 5.1169 11.106 12.0313 0.0023 0.0019 -0.0028
O 0.4293 7.1535 24.3683 -0.0009 -0.0006 -0.0004
O 5.3053 15.533 16.5141 0.0009 -0.0044 0.0014
O 7.4575 11.0053 15.0093 0.002 0.0045 0.0073
O -0.103 2.0444 17.9707 0.0001 0.0017 -0.0003
O 5.4633 13.3512 17.9328 0.0001 0.0017 -0.0016
O 2.4969 3.6427 20.2372 -0.0012 0.0001 0.0004
O 12.7173 11.2312 18.6494 0.0006 -0.0007 0.0007
O 9.8896 5.0127 23.6195 -0.0008 0.0024 -0.0009
O 8.2405 6.4702 13.1875 0.0019 -0.0013 0.0051
O 6.8981 8.9919 16.7575 -0.0012 0.0004 -0.0028
O 5.9456 9.1691 20.0876 -0.0004 -0.0012 -0.0007
O 8.7653 7.0713 24.8617 -0.0038 0.0015 -0.0014
O 7.5637 10.4744 21.787 -0.0004 -0.0001 -0.0003
O -0.3506 11.7193 20.297 -0.0011 0.0017 0.0038
O 1.4452 6.826 16.2312 0 0 0.0025
O 6.414 2.4836 15.415 0.0012 0.0001 0.0027
O 4.345 7.7562 21.5339 -0.0026 -0.0052 0.0019
O 3.1837 2.9599 26.3574 -0.0075 -0.003 0.0104
O -0.3019 -3.0883 19.698 0.0035 -0.003 0.001
O 10.9684 4.4582 16.3179 0.0007 0.0031 0.0007
O 1.9226 4.9015 14.4428 0.0041 -0.0042 0.0016
O 5.3589 2.5942 24.8811 0.0059 -0.0024 -0.0081
O 1.0927 9.7146 24.1692 -0.0041 0.0116 -0.0092
O 2.6435 0.2203 14.8612 -0.0001 -0.0036 0.0034
O 8.4831 9.5019 19.6398 -0.0018 0.0009 0.0016
O 10.829 5.563 21.2466 -0.0035 -0.0023 0.0001
O 6.9509 8.9535 23.989 0.0012 -0.0028 -0.0021
O 5.7544 6.1726 13.7837 -0.003 -0.003 -0.0006
O 1.394 4.23 23.1988 -0.0039 0.0006 0.0003
O 6.1119 4.9693 11.3852 0.0045 -0.0025 0.0003
O 14.9731 16.2274 18.7267 0.0025 0.0016 0
O 1.8258 1.4456 21.5388 0.0001 0.0003 -0.0025
O 4.3526 10.9627 18.116 -0.0001 0 0.0003
O -0.3031 6.2713 14.2975 -0.0043 0.0003 0.0011
O 5.0177 10.1201 15.3219 -0.0081 0.0007 0.0036
O 12.4602 5.9342 19.2293 -0.0019 0.0032 -0.0003
O -0.5146 -0.8172 18.1482 -0.0004 0.0006 0.0016
O 7.5942 6.6148 15.7373 0 -0.0021 -0.0024
O 8.9104 -3.2169 17.7842 -0.0034 -0.0016 0.0004
O 4.2867 6.873 11.7059 -0.0012 0.0005 -0.016
O 5.8577 12.1036 13.1217 -0.0084 -0.0055 -0.0002
O 9.385 9.6767 24.5403 0.002 -0.0003 0.0005
O 4.0493 10.13 12.8515 0.0032 -0.0021 0.0023
O 2.4764 2.4797 13.5032 -0.0022 -0.0016 0.0038
O 2.0406 14.6988 17.7378 -0.0019 -0.0008 -0.0008
O 1.1987 13.0795 15.7822 0.0042 -0.0039 -0.0012
O 1.647 18.4849 21.384 0.0007 0.0031 0.001
O -0.4436 2.9785 21.839 -0.0019 0.0022 -0.0012
O 3.9954 4.4839 12.8629 0.0113 0.0048 0.0071
O 6.7989 0.6814 23.9325 0.0017 0.0054 -0.0001
O 3.83 2.4433 15.8112 0.0016 0.0001 0.0024
O 3.3342 -1.2198 20.1634 -0.0011 0.0006 -0.0012
O 3.705 3.0001 22.4435 -0.0026 0.0045 -0.0017
O 2.6316 8.9158 17.5903 0.0003 -0.0046 -0.006
O 5.0454 -0.7989 22.3959 0.0049 0.0034 0.0036
O 1.528 4.356 11.815 0.002 0.001 -0.0299
O 3.3032 5.5981 22.0998 0 -0.0016 0.0003
O 4.2751 1.624 20.2353 0.0004 0.0008 0
O 4.0905 6.937 16.6144 -0.0022 0.0023 0.0005
O -4.2789 11.5868 19.4639 0.0007 0.0022 -0.0017
O -0.2965 0.6473 23.0417 -0.0013 -0.0027 -0.0016
O -4.0761 8.5704 14.1279 -0.0002 -0.0041 0.0068
O 9.7074 4.268 12.8566 0.0008 -0.006 0.0096
O 2.8764 7.7763 23.7214 -0.0012 -0.0002 0.0037

Results
free energy: -152029.508 eV
free energy less fixed offsets of O -568.88, Si -635.61 eV per atom: -3.548 eV

The program warned: the cutoff lies below the one the program advises for these potential files; the forces do not sum to zero within the program's tolerance; the exchange-correlation potential is rough where the density is thin.
